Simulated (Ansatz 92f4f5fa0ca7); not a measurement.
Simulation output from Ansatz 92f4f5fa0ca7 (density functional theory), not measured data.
Periodic cell of 208 atoms, Si128O80, from a study of silicon, its oxide and their interface. The atomic structure is a simulated model.
This geometry differs little from another in the collection (a relaxation step or a small displacement).

Settings: functional r2SCAN; potential files Ansatz PAW; basis plane waves; wave-function cutoff 800 eV; density cutoff ratio 5; exchange-correlation grid ratio 1; k mesh 1 x 1 x 1, shifted by 0.5 0.5 0 of a step; self-consistency stop 1e-10 eV per atom in the density residual; occupations fixed; spin none; net charge 0.

Cell vectors (angstrom)
a  10.88  0  0
b  0  10.88  0
c  2.8738  4.684  29.8952

Atoms and the computed forces on them: element, x, y, z (angstrom), force x, y, z (eV/angstrom)
Si  1.2556  -0.9953  -0.0352  -0.0943  -0.0321  0.2004
Si  3.895  1.6082  0.027  -0.001  0.0223  0.1885
Si  1.5907  3.7182  0.0138  0.0498  0.0373  0.1984
Si  4.2721  -4.2716  0.158  -0.0218  -0.0595  0.1589
Si  -3.9021  -1.7533  0.1072  0.0599  0.0351  0.1771
Si  -1.0646  1.1663  -0.0296  -0.01  -0.084  0.1638
Si  6.5409  4.4664  0.1992  -0.0662  -0.0115  0.1671
Si  -1.6683  -3.9013  0.1056  0.0464  0.0518  0.184
Si  2.763  0.0601  1.3978  -0.0065  -0.0003  -0.0088
Si  5.4286  2.7713  1.3656  0.01  0.0081  -0.0293
Si  2.689  -5.513  1.3346  0.0133  0.0019  -0.031
Si  5.4428  -2.7789  1.5163  0.0002  0.0154  0.0375
Si  -2.7162  -0.018  1.2165  -0.0065  0.0114  -0.0248
Si  0.019  2.6763  1.3934  0.0079  0.0109  0.0203
Si  8.1188  5.5114  1.5448  0.0209  0.031  0.0169
Si  0.0535  -2.6933  1.186  0.0116  0.0001  -0.0345
Si  1.3677  1.3521  2.7922  0.0058  -0.0146  0.0556
Si  4.0582  4.0762  2.7649  -0.0149  -0.0132  0.0717
Si  1.3364  -4.0792  2.6213  0.01  -0.0087  0.031
Si  4.0831  -1.3367  2.7413  0.0052  -0.0033  0.0205
Si  6.8205  1.3446  2.6271  -0.0184  0.0228  0.0376
Si  9.5346  4.0703  2.7211  -0.0029  0.0157  0.0247
Si  6.77  6.8005  2.9256  0.0121  -0.0026  0.0601
Si  -1.33  -1.3564  2.6295  0.0037  -0.0003  0.0409
Si  -0.0131  -0.0376  4.0789  0.0243  0.0231  -0.0168
Si  2.718  2.7267  4.1297  -0.0214  -0.014  -0.0019
Si  0.0095  -5.4198  4.0501  -0.0018  -0.0063  -0.0095
Si  2.6948  -2.7337  4.0382  0.0128  -0.007  -0.0209
Si  5.4668  0.0263  4.0589  -0.0178  0  -0.013
Si  8.1581  2.6932  4.0455  0.0043  -0.0003  -0.0174
Si  5.3996  5.4029  4.1756  0.0189  0.0142  -0.0036
Si  8.2038  -2.6657  4.1034  -0.0311  -0.0355  -0.0148
Si  1.3294  -1.3606  10.8777  0.0179  -0.0024  0.0155
Si  4.0915  1.3925  10.8463  -0.015  -0.0004  0.0053
Si  1.3714  4.0593  10.9206  -0.0023  0.0125  0.0139
Si  4.1217  -4.0685  10.8348  -0.0003  0.0082  -0.0088
Si  6.7865  -1.3612  10.929  0.0071  -0.0023  0.0333
Si  -1.3635  1.3412  10.8844  -0.0082  0.0018  0.0089
Si  6.8102  4.0974  10.9113  0.0086  0.0201  0.0163
Si  -1.3754  -4.1045  10.8104  0.0101  -0.0153  -0.0008
Si  2.6884  0.0688  12.1634  0.0115  -0.0225  -0.0186
Si  5.4751  2.6914  12.2558  -0.0109  0.0041  -0.023
Si  2.8144  5.4499  12.1951  -0.0059  -0.0004  -0.0463
Si  5.4163  -2.7423  12.2786  -0.0047  0.0131  -0.0387
Si  -2.72  0.0073  12.2875  0.017  -0.0313  -0.0441
Si  -0.0278  2.6851  12.2675  0.0125  0.0213  -0.0224
Si  8.1629  5.5074  12.2464  0.0078  -0.0207  -0.0505
Si  -0.036  -2.7974  12.1866  0.003  0.0271  -0.0313
Si  1.3187  1.2976  13.6308  -0.002  -0.0072  -0.0001
Si  4.1333  4.0699  13.5887  -0.016  -0.0229  -0.0078
Si  1.4383  -4.074  13.5097  -0.017  -0.0296  -0.0141
Si  4.0418  -1.2573  13.5008  -0.0067  -0.0065  -0.0312
Si  -4.0326  1.4011  13.7069  -0.0106  -0.0102  0.0018
Si  -1.3794  4.1207  13.5793  -0.009  0.0233  0.0088
Si  6.7924  -4.0867  13.6847  -0.0253  -0.0099  0.0221
Si  -1.4424  -1.5115  13.5655  0.0114  0.0359  -0.0104
Si  0.0986  -0.3641  14.8189  0.0164  -0.0096  -0.1798
Si  2.5367  2.9073  14.8369  -0.015  -0.0007  -0.1985
Si  0.3312  -5.7006  14.7589  -0.002  -0.0423  -0.1995
Si  2.4777  -2.3845  14.7943  -0.0135  0.0224  -0.1398
Si  5.5766  -0.1693  14.9173  0.0607  -0.0204  -0.1575
Si  -2.8623  3.0195  15.0274  -0.0213  0.0193  -0.1972
Si  5.7102  5.1621  14.9793  0.0312  -0.0067  -0.1658
Si  -3.071  -2.4544  15.0665  -0.0402  0.0091  -0.1862
Si  0.6203  1.4778  -6.8995  -0.0066  -0.0457  0.0296
Si  -1.215  1.3028  17.109  -0.0345  0.0006  -0.2048
Si  -1.7552  -5.3825  -4.3468  -0.0141  -0.0218  0.1316
Si  4.2489  4.4871  20.6588  -0.0227  -0.0227  -0.0325
Si  -2.4473  1.4983  -2.6752  0.0085  -0.0026  0.2077
Si  7.6626  0.0943  19.2568  0.0277  0.0197  -0.1197
Si  3.7414  1.1722  17.098  0.0337  0.0141  -0.1888
Si  1.9952  -1.2008  -3.0793  0.0219  -0.0187  0.1951
Si  -0.5594  -0.2094  -4.5707  0.0182  -0.0194  0.1196
Si  3.8516  -4.1228  16.948  0.0171  -0.0091  -0.2069
Si  7.1176  4.1928  -2.7453  -0.0061  -0.0553  0.1686
Si  4.5763  -3.2335  -5.9521  -0.004  -0.0301  0.0764
Si  -0.7346  -3.0252  -6.0482  0.0059  0.005  0.0389
Si  0.969  -3.8039  21.4949  -0.0025  -0.0081  -0.0482
Si  7.4581  3.8548  -6.3401  -0.0229  0.0012  0.0398
Si  5.4921  -3.803  19.473  -0.0136  0.0046  -0.1267
Si  4.3601  5.075  -3.996  0.0179  0.0176  0.1134
Si  5.0221  1.6311  19.9231  -0.0143  -0.0302  -0.1102
Si  4.6967  2.7457  -5.7472  0.0125  0.0037  0.0457
Si  6.3339  -4.5547  -8.0424  -0.0141  0.0365  -0.0378
Si  0.9998  -4.9478  17.4309  -0.0154  0.0009  -0.173
Si  7.9668  -2.6587  18.1714  0.0185  0.0158  -0.2073
Si  2.6309  -3.9347  -2.4039  0.0101  0.0179  0.1902
Si  1.9023  -4.2501  -7.2195  -0.0023  0.0402  -0.0579
Si  1.218  0.4506  18.3449  0.0384  0.0057  -0.1197
Si  2.6732  3.5742  -7.5813  0.0155  -0.0013  -0.0648
Si  0.8443  1.6256  20.9374  0.0142  -0.0127  -0.0488
Si  4.4075  -0.2596  -4.6486  -0.0213  -0.0053  0.1279
Si  1.1911  4.4636  19.9213  0.0355  0.0126  -0.0814
Si  0.0646  -5.3887  -1.9837  0.0103  0.0146  0.2091
Si  0.103  -2.4114  18.9858  0.0021  -0.0208  -0.1251
Si  5.8052  0.0664  -1.9538  -0.0281  0.0036  0.1881
Si  1.3509  -1.3891  5.4367  0.0018  -0.0032  0.0102
Si  4.1004  1.36  5.4459  -0.0072  -0.0073  0.0285
Si  1.3545  -6.7719  5.4467  0.0047  -0.0027  0.0092
Si  4.0433  -4.0658  5.4518  -0.0022  0.0015  0.0173
Si  6.8151  -1.3224  5.4434  -0.0013  -0.0003  0.016
Si  9.5141  1.3459  5.4211  0.0114  0.001  0.0226
Si  6.8079  4.0366  5.4578  -0.0072  0.009  0.0159
Si  -1.3416  -4.0741  5.4334  -0.0058  -0.0174  0.0259
Si  2.7255  -0.0123  6.7815  -0.0064  0.0044  0.0138
Si  5.4477  2.6999  6.8313  -0.0097  0.0105  0.0085
Si  2.7048  -5.4202  6.8192  0.009  -0.0034  0.0016
Si  5.4373  -2.7064  6.7804  -0.0003  -0.0169  0.015
Si  8.1561  0.0258  6.8165  0.0074  -0.0109  0.0052
Si  -0.0053  2.7146  6.7773  -0.0007  0.0068  0.0127
Si  -2.7027  -5.4481  6.785  -0.0107  0.0156  0.0134
Si  0.004  -2.737  6.8204  0.0014  0.0164  0.0004
Si  1.3661  1.3601  8.1423  -0.0049  -0.0064  -0.0166
Si  4.0836  4.096  8.1514  0.0015  0.0125  -0.0059
Si  1.3545  -4.0865  8.1946  0.0033  -0.0163  -0.026
Si  4.078  -1.36  8.1563  0.0014  0.0038  -0.0122
Si  6.8021  1.3573  8.2036  -0.0049  -0.0013  -0.0171
Si  -1.3569  4.0582  8.1537  0.0176  -0.0056  -0.0102
Si  6.8093  -4.0736  8.1307  -0.0056  -0.0074  -0.0078
Si  9.5122  -1.3557  8.1503  -0.0107  -0.0034  -0.0019
Si  -0.0062  0  9.5031  0.0035  0.0098  -0.0112
Si  2.72  2.7398  9.503  0.0211  -0.0005  -0.0072
Si  0.0069  -5.4842  9.5243  -0.0015  0.0114  -0.0155
Si  2.718  -2.7098  9.527  -0.0102  -0.0261  -0.0109
Si  5.4352  -0.0193  9.5369  -0.0151  0.0089  -0.0049
Si  8.1638  2.7286  9.548  -0.0079  -0.0103  -0.0029
Si  5.4704  5.4393  9.5  -0.0014  0.0064  -0.0148
Si  8.1414  -2.7  9.5136  0.0148  -0.0023  -0.0173
O  1.2418  -1.4369  15.3315  0.009  -0.0042  0.0793
O  2.0488  -1.1767  -1.4568  0.0578  0.007  -0.1651
O  3.3974  -2.8666  16.0472  0.0385  -0.0043  0.0942
O  0.0405  0.0241  -0.3905  -0.0065  0.014  -0.0553
O  4.6167  -1.68  -5.4316  0.0063  -0.0204  -0.0271
O  2.7368  2.6539  -0.4996  0.0039  -0.0198  -0.0608
O  8.1048  -2.8161  -0.4497  -0.0018  -0.0086  -0.0531
O  6.6705  -1.3081  15.338  -0.0143  0.0046  0.0771
O  0.3892  -0.9218  18.4678  -0.0058  -0.014  0.038
O  7.8634  2.8608  -3.3508  0.0082  0.0149  -0.1106
O  3.206  -3.4235  -6.7719  -0.0087  0.0125  0.0006
O  4.9103  0.3906  16.3037  -0.0414  0.0279  0.1225
O  -1.812  0.4541  -3.7567  0.0306  -0.0269  -0.0985
O  6.4784  1.1412  19.4778  0.0127  0.0194  0.0464
O  -1.4886  -2.6953  18.9414  0.0183  -0.0114  0.0903
O  3.6186  -3.5782  -1.1708  -0.0368  0.0312  -0.1336
O  4.7488  -4.47  -4.8748  0.0136  0.0362  -0.0402
O  6.9655  -3.7642  18.7988  -0.0201  -0.0304  0.0685
O  5.0532  -4.9825  16.2816  -0.0535  0.0444  0.1311
O  -1.3972  1.8391  -1.4855  -0.0135  0.0261  -0.1198
O  2.528  -2.701  -3.4527  0.0022  0.0163  -0.1029
O  -0.4178  5.1267  -3.4893  -0.0188  -0.0126  -0.1171
O  4.1961  1.6826  18.5449  0.0155  0.0253  0.1145
O  1.3546  3.9725  15.1863  -0.0177  -0.0037  0.1051
O  7.1975  0.85  -1.8706  0.0122  0.0165  -0.0509
O  -0.8974  0.1306  16.026  -0.0335  0.034  0.1249
O  2.4671  0.2087  17.3511  -0.0476  -0.0444  0.0753
O  -2.1533  4.4279  -5.5014  0.0344  -0.0225  -0.051
O  -1.1939  -4.8584  -1.1243  0.0137  -0.0881  -0.1434
O  -0.8664  -1.4919  -5.5238  -0.02  -0.0122  -0.0351
O  5.5333  -0.2352  -3.499  -0.0212  -0.014  -0.1414
O  6.8442  4.0795  15.5137  -0.0004  -0.0183  0.0568
O  -2.6462  -2.9171  16.5821  0.0055  -0.0082  0.195
O  2.9691  -0.2082  -3.8969  0.0271  0.0254  -0.0709
O  -0.5183  0.8042  20.9802  -0.0029  0.0054  0.0021
O  7.263  3.9504  -1.1585  0.026  0.0148  -0.174
O  0.2519  1.6268  17.735  0.0336  0.005  0.0779
O  0.7872  4.214  -1.3168  -0.0576  0.0101  -0.13
O  6.034  -1.3126  -1.1512  -0.0542  0.0293  -0.0908
O  0.8599  -3.4793  18.0601  -0.0097  0.0607  0.0701
O  5.3405  -2.7605  20.7089  -0.0053  0.0477  0.0334
O  2.5691  -5.0998  17.045  -0.0192  -0.02  0.0673
O  1.1162  -4.1632  -1.9014  0.0174  0.0027  -0.0658
O  5.7837  -3.4399  -7.0105  -0.0008  0.0007  0
O  6.8798  5.0512  -7.2416  0.0043  0.0012  -0.003
O  0.7346  -2.5775  20.4675  0.0179  0.0366  0.0626
O  3.2593  2.4389  16.2191  0.0342  -0.0162  0.123
O  1.8481  2.4886  -6.7029  0.0019  0.0074  0.0141
O  -0.0412  -5.0224  16.1956  -0.0013  0.0406  0.1226
O  3.8403  3.7503  -4.7839  -0.0046  -0.0356  -0.0294
O  -1.5747  -3.9259  -5.0048  0.0031  0.0337  -0.0392
O  4.3625  -3.5049  18.3482  0.0171  0.0271  0.1176
O  7.8934  -5.3825  -3.3016  0.0237  0.042  -0.0727
O  0.0242  0.994  -5.4848  0.0003  0.0469  -0.0318
O  4.6096  0.9319  -1.283  0.0411  -0.0469  -0.1339
O  4.4323  0.6946  21.1083  -0.0189  -0.0307  0.031
O  1.0973  0.1374  -7.6773  0.0025  0.0082  0.0204
O  5.5728  4.5034  -3.087  -0.0177  0.0174  -0.054
O  3.1321  -5.3088  -3.0733  0.0232  -0.0398  -0.0783
O  8.1343  -0.3494  20.7435  0.0019  -0.0258  0.0552
O  4.2211  3.18  -7.2445  -0.0125  0.0065  -0.0049
O  0.4978  -0.7945  -3.4961  -0.0558  0.0294  -0.0617
O  0.7327  -3.7054  -6.2253  0.0144  -0.0112  0.006
O  5.0525  3.1114  20.5414  0.0179  0.0222  0.0291
O  0.6501  4.7243  18.4295  -0.007  -0.0547  0.0601
O  7.2362  -1.2328  18.4387  -0.0337  0.0018  0.0502
O  5.4285  -5.3262  -0.3159  0.0164  -0.0035  -0.0698
O  -2.0034  2.4905  16.3281  0.0555  -0.0506  0.1473
O  -2.1118  0.824  18.3454  -0.0272  -0.023  0.1043
O  0.538  3.1367  20.5106  -0.0383  -0.0123  0.0333
O  7.9653  2.5947  -7.1838  -0.0069  -0.0116  0.0026
O  6.2276  3.2235  -5.5056  0.0143  -0.0127  0.0053
O  -0.4026  2.3255  -7.8283  0.0148  0.029  -0.0097
O  1.7539  0.9277  19.7953  -0.0024  0.0083  0.0588
O  0.6326  -5.2068  20.8139  -0.0349  0.0084  0.0585
O  -1.3493  -3.0766  -7.5224  0.0021  -0.0087  0.0114
O  2.8116  4.4089  19.9136  0.0296  -0.0034  -0.0076
O  4.5321  1.1369  -5.498  -0.0073  -0.0001  -0.0361
O  5.2161  -5.2861  20.0199  0.0293  -0.0199  0.034
O  2.2061  5.0437  -7.0877  -0.0037  -0.0127  0.0231

Results
free energy: -127504.124 eV
free energy less fixed offsets of O -570.45, Si -639.56 eV per atom: -4.444 eV

The program warned: the cutoff lies below the one the program advises for these potential files; the forces do not sum to zero within the program's tolerance; empty levels may hold ghost states of the PAW files; the exchange-correlation potential is rough where the density is thin.
